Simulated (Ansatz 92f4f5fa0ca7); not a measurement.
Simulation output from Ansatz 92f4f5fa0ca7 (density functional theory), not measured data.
Periodic cell of 223 atoms, Si131O90As2, from a study of silicon, its oxide and their interface. The atomic structure is a simulated model.
Doubt: the cutoff is far below the 930 eV that the study's wrapper takes by default for these files, so forces and energies are approximate.
This geometry differs little from another in the collection (a relaxation step or a small displacement).

Settings: functional PBE; potential files Ansatz PAW; basis plane waves; wave-function cutoff 580 eV; density cutoff ratio 5; exchange-correlation grid ratio 1; k mesh 1 x 1 x 1, Gamma-centred; self-consistency stop 5e-08 eV per atom in the density residual; occupations fixed; spin none; net charge 0.

Cell vectors (angstrom)
a, 10.938, 0, 0
b, 0, 10.938, 0
c, 0, 0, 32.1988

Atoms: element, x, y, z (angstrom)
Si, 10.5939, 0.2249, 24.8596
Si, 5.7436, 10.6781, 24.7458
Si, 2.4829, 2.9149, 24.6394
Si, 8.4293, 2.4647, 24.8226
Si, 0.2783, 5.1664, 24.7538
Si, 5.1596, 5.7481, 24.6863
Si, 2.9395, 8.0055, 24.5974
Si, 7.9441, 8.4331, 24.7317
Si, 1.3337, 1.3817, 26.0363
Si, 6.8495, 1.3116, 26.1171
Si, 4.0481, 4.1063, 25.9833
Si, 9.6087, 4.0616, 26.0825
Si, 1.4014, 6.8268, 25.9968
Si, 6.7718, 6.8503, 26.0254
Si, 4.1045, 9.535, 25.9976
Si, 9.4729, 9.5681, 26.1408
Si, 2.731, -0.0088, 27.3484
Si, 8.1654, -0.0198, 27.5473
Si, 0.0113, 2.7187, 27.4839
Si, 5.4427, 2.7459, 27.3602
Si, 2.7302, 5.4665, 27.423
Si, 8.1871, 5.4698, 27.3577
Si, -0.0014, 8.1816, 27.3715
Si, 5.4407, 8.1981, 27.445
Si, 4.0857, 1.3698, 28.7409
Si, 9.5746, 1.3576, 28.8383
Si, 1.3661, 4.1142, 28.8083
Si, 6.8278, 4.0979, 28.7431
Si, 4.0935, 6.8202, 28.8004
Si, 9.5601, 6.8254, 28.7496
Si, 1.3703, 9.5612, 28.7413
Si, 6.7881, 9.5503, 28.8473
Si, 0.0173, -0.0188, 30.1524
Si, 5.4406, 0.0196, 30.1556
Si, 2.7363, 2.7328, 30.144
Si, 8.1927, 2.7445, 30.1472
Si, -0.0116, 5.4777, 30.1488
Si, 5.4772, 5.4607, 30.1446
Si, 2.7266, 8.2049, 30.1423
Si, 8.2075, 8.1908, 30.1508
Si, 1.3673, 1.3673, 31.515
Si, 6.8362, 1.3673, 31.515
Si, 4.1018, 4.1018, 31.515
Si, 9.5708, 4.1018, 31.515
Si, 1.3673, 6.8362, 31.515
Si, 6.8362, 6.8362, 31.515
Si, 4.1018, 9.5708, 31.515
Si, 9.5708, 9.5708, 31.515
Si, 2.7345, 0, 0.6835
Si, 8.2035, 0, 0.6835
Si, 0, 2.7345, 0.6835
Si, 5.469, 2.7345, 0.6835
Si, 2.7345, 5.469, 0.6835
Si, 8.2035, 5.469, 0.6835
Si, 0, 8.2035, 0.6835
Si, 5.469, 8.2035, 0.6835
Si, 4.1112, 1.367, 2.0583
Si, 9.5746, 1.3526, 2.0617
Si, 1.3445, 4.1339, 2.0227
Si, 6.8443, 4.0941, 2.0598
Si, 4.0834, 6.8617, 2.0281
Si, 9.5707, 6.8337, 2.0511
Si, 1.3811, 9.5634, 2.0535
Si, 6.8339, 9.5799, 2.0576
Si, 0.0185, -0.0238, 3.4134
Si, 5.4702, -0.0068, 3.4672
Si, 2.7498, 2.8111, 3.3321
Si, 8.201, 2.7037, 3.4553
Si, 0.0028, 5.4781, 3.4375
Si, 5.4538, 5.506, 3.3442
Si, 2.7642, 8.2231, 3.4498
Si, 8.2121, 8.209, 3.4004
Si, 1.4218, 1.4123, 4.6658
Si, 6.9244, 1.2457, 4.8575
As, 4.2762, 3.9997, 4.7836
Si, 9.5993, 4.0576, 4.7947
Si, 1.4154, 6.8284, 4.7923
Si, 6.806, 6.8571, 4.731
Si, 4.1556, 9.5477, 4.8788
Si, 9.6115, 9.506, 4.802
Si, 2.7866, 0.1157, 6.0764
Si, 8.2584, -0.1197, 6.274
Si, 0.0594, 2.6627, 6.1178
As, 6.1579, 2.0493, 6.9499
Si, 2.8485, 5.4546, 6.0489
Si, 8.128, 5.4197, 6.032
Si, 0.042, 8.1499, 6.1656
Si, 5.5566, 8.1792, 6.2792
Si, 3.9402, 1.4835, 7.6813
Si, 9.8418, 1.1174, 7.5005
Si, 1.7635, 3.7891, 7.278
Si, 6.6963, 4.3211, 7.5648
Si, 4.4, 6.5393, 7.5148
Si, 9.3686, 6.8771, 7.3758
Si, 1.1684, 9.9092, 7.3083
Si, 7.215, 9.1799, 7.7007
O, 8.3446, 8.0098, 7.9766
O, 2.9443, 2.7801, 7.8457
O, 9.5267, 1.351, 24.2675
O, 4.0577, 6.8654, 24.1229
O, 0.0561, 0.0084, 7.9919
O, 5.4578, 5.3403, 7.9859
O, 6.8531, 9.5672, 24.2008
O, 1.3701, 4.0563, 24.1667
O, 3.7984, 7.247, 8.9085
O, 1.1117, 4.4226, 8.634
O, 9.8665, 5.971, 8.67
O, 2.1932, 9.3689, 8.4766
O, 7.5337, 3.9807, 8.9548
O, 4.2567, 0.9192, 9.212
O, 6.7724, 9.5466, 9.248
O, 9.1966, 1.8389, 8.842
O, 7.7137, 3.1477, 23.5151
O, 10.5014, 5.8417, 23.4446
O, 5.099, 0.4375, 23.4098
O, 5.8678, 5.0895, 23.3557
O, 3.1085, 2.2045, 23.2758
O, 2.3012, 8.7162, 23.2303
O, 8.6198, 7.7489, 23.392
O, 0.2427, 10.3453, 23.5801
Si, 4.3966, 1.5674, 22.4747
Si, 3.5124, 7.9027, 14.0473
Si, 7.1309, 0.9561, 14.6724
Si, 0.9524, 9.3524, 22.5232
Si, 1.1766, 4.2852, 11.8706
Si, 6.284, 8.9508, 15.3317
Si, 0.7404, 1.3414, 12.3079
Si, 8.6416, 4.9423, 20.5161
Si, 0.3798, 5.6779, 9.3358
Si, 5.1414, 3.1226, 17.9849
Si, 0.926, 3.7464, 16.774
Si, 10.4309, 2.8407, 19.2448
Si, 5.2819, 1.1587, 10.4905
Si, 0.9124, 0.1709, 19.8506
Si, 6.6722, 9.423, 10.8878
Si, 9.369, 9.6673, 18.3311
Si, 9.4288, 9.212, 12.5816
Si, 6.5766, 3.8424, 22.5838
Si, 2.4438, 8.0463, 9.3764
Si, 10.6188, 7.3552, 17.0894
Si, 2.5454, 6.2725, 16.603
Si, 10.1998, 4.4759, 14.2195
Si, 6.169, 9.1753, 18.5294
Si, 8.0035, 2.5875, 9.679
Si, 8.9501, 2.1156, 12.51
Si, 5.3653, 6.2398, 18.0897
Si, 3.9486, 0.5468, 19.4801
Si, 4.2553, 3.83, 12.1183
Si, 5.5623, 6.5695, 12.1521
Si, 8.04, 2.4985, 17.2401
Si, 4.3814, 2.4871, 15.0069
Si, 1.5823, 1.2031, 15.2809
Si, 1.6119, 9.3857, 12.0448
Si, 8.0745, 6.832, 13.8769
Si, 10.4108, 9.8201, 15.4956
Si, 9.8119, 7.0114, 22.5535
Si, 8.1298, 5.4754, 17.4118
O, 6.0719, 7.9113, 11.2826
O, 6.045, 9.1838, 16.9128
O, 7.7302, 1.3245, 13.2066
O, 1.0064, 1.7449, 13.8636
O, 9.4328, 6.2704, 16.8845
O, 6.7825, 6.1861, 13.1502
O, 5.1549, 4.6618, 18.6471
O, 9.2683, 2.15, 18.2798
O, 2.3932, 0.0933, 19.0806
O, 9.4343, 10.2146, 16.7688
O, 2.7848, 4.4399, 11.7302
O, 5.0945, 10.3142, 19.1175
O, 9.4784, 3.1634, 13.6137
O, 0.4846, 1.7587, 19.9761
O, 3.2048, 1.3403, 15.1519
O, 8.1911, 5.363, 19.0244
O, 3.9199, 6.6031, 17.4185
O, 4.6391, 3.2729, 16.425
O, 9.061, 5.6282, 14.326
O, 5.4545, 2.7574, 22.1344
O, 10.7403, 4.2119, 15.7163
O, 0.3781, 3.8634, 18.3078
O, 10.4524, 10.5167, 19.2161
O, 9.6646, 9.9905, 14.0412
O, 10.9084, 8.1233, 22.0963
O, 1.1899, 2.1588, 16.5351
O, 9.7494, 3.7402, 20.4298
O, 8.1718, 4.0215, 16.6859
O, -0.0024, 9.0789, 11.9144
O, 6.6306, 2.4317, 18.0636
O, 5.5924, 10.6519, 11.2609
O, 7.7806, 9.5829, 18.8531
O, 10.0896, 0.9853, 12.1176
O, 1.1954, 7.0563, 9.1208
O, 0.6101, 4.7549, 13.3304
O, 5.7434, 7.6142, 19.0038
O, 5.2444, 5.0435, 11.5632
O, 2.7395, 6.9574, 15.136
O, 0.9397, 2.7132, 11.4601
O, 0.8827, 10.6823, 15.5515
O, 2.4614, 8.5767, 10.9089
O, 4.6518, 2.3798, 11.4151
O, 4.1971, 3.5476, 13.7558
O, 2.2664, 4.656, 16.5341
O, 10.7521, 8.2382, 15.7136
O, 6.9171, 10.2931, 14.6902
O, 2.3666, 8.9217, 13.4339
O, 8.0224, 1.5056, 15.9391
O, 4.1513, 6.9753, 12.87
O, 4.2131, 2.0053, 18.7523
O, 7.3015, 4.4126, 21.2591
O, 8.5521, 2.9493, 11.1713
O, 1.2002, 6.8287, 17.3735
O, 5.6845, 1.6234, 14.6995
O, 8.1601, 9.7134, 11.6084
O, 9.215, 6.2821, 21.2356
O, 9.0065, 7.6772, 12.8697
O, 1.7035, 0.0908, 11.8789
O, 6.6592, 6.1303, 17.0715
O, 7.4232, 7.7991, 15.0394
O, 1.2373, 10.2813, 21.2229
O, 10.0726, 8.1938, 18.3702
O, 3.9611, 0.8332, 21.0938
O, 0.321, 5.2782, 10.8979
O, 6.7258, 1.6142, 9.9002
O, 4.7954, 8.6807, 14.7038

Results
free energy: -144176.792 eV
free energy less fixed offsets of As -4856.12, O -568.88, Si -635.61 eV per atom: -0.442 eV

Forces (eV/angstrom), in the order of the atoms: element, x, y, z
Si, -0.0019, 0.002, 0.0026
Si, 0.0007, -0.0007, 0.0023
Si, -0.0012, 0.0001, 0.0001
Si, 0.0017, -0.0004, 0.0039
Si, -0.0011, -0.0008, 0.002
Si, -0.0001, 0.0004, -0.0011
Si, -0.0003, 0.0007, 0.0011
Si, -0.0006, 0.0011, 0.0013
Si, 0.0002, 0.0005, 0.0011
Si, 0.0013, -0.0009, -0.0004
Si, 0.0002, -0.0005, -0.0001
Si, 0.0007, -0.0007, 0
Si, 0.0002, 0.0003, -0.0011
Si, 0.0009, 0.0003, 0.0006
Si, -0.0003, -0.0001, -0.0001
Si, -0.0008, 0.0003, 0.0002
Si, -0.0006, -0.0001, -0.0022
Si, -0.0009, -0.0005, 0.0055
Si, -0.001, 0.0001, 0.003
Si, 0.0003, -0.0008, -0.0013
Si, -0.0002, 0.0009, 0.004
Si, 0.0005, -0.0004, -0.0019
Si, -0.0005, 0.0002, -0.0007
Si, -0.0003, 0.0002, 0.0024
Si, -0.0003, -0.0018, 0.0024
Si, -0.0001, 0, -0.0059
Si, -0.0007, -0.0014, -0.0036
Si, 0.0018, 0.0016, 0.0027
Si, -0.0012, 0.0008, -0.0021
Si, -0.0006, -0.0003, 0.0019
Si, 0.0005, 0.0008, 0.0024
Si, 0.0039, 0.0011, -0.0063
Si, 0.0003, -0.0017, 0.001
Si, -0.0027, 0.001, 0.0029
Si, -0.0002, -0.0005, 0.0018
Si, 0.0003, 0.0012, 0.002
Si, -0.001, 0.0023, 0.0014
Si, 0.0012, -0.0008, 0.0015
Si, -0.0011, 0.0009, 0.0004
Si, 0.0016, -0.0004, 0.0015
Si, 0.0807, -0.0321, 0.009
Si, -0.0515, 0.0913, -0.0337
Si, 0.0608, -0.066, -0.0072
Si, -0.1048, 0.0256, -0.0305
Si, -0.0638, 0.0637, -0.0691
Si, 0.0364, -0.104, 0.0413
Si, -0.0981, 0.0647, -0.0211
Si, 0.0415, -0.0792, 0.01
Si, 0.0312, -0.0125, 0.0963
Si, -0.0257, 0.0213, 0.0046
Si, -0.1295, -0.0608, -0.0024
Si, 0.129, -0.0769, 0.0777
Si, -0.1061, 0.186, -0.211
Si, 0.0608, -0.0953, 0.0744
Si, 0.0928, -0.0928, 0.0773
Si, 0.041, 0.1423, -0.0662
Si, 0.0038, -0.0026, 0.0031
Si, -0.004, -0.0016, 0.0048
Si, 0.0098, 0.008, 0.0103
Si, 0.003, -0.0051, 0.0019
Si, -0.0087, -0.0089, 0.0098
Si, 0.0024, -0.0002, 0.0053
Si, 0.0021, -0.0011, 0.0039
Si, 0.0013, 0.0031, 0.0028
Si, -0.0051, 0.0083, -0.0029
Si, 0.0018, -0.0041, -0.0106
Si, -0.0128, -0.003, -0.0073
Si, 0.0052, -0.0041, -0.0086
Si, -0.0039, -0.0036, -0.0097
Si, 0.0024, 0.0098, -0.0105
Si, 0.0021, 0.0009, -0.0098
Si, -0.0058, 0.0024, -0.004
Si, 0.0074, -0.0061, 0.0045
Si, 0.0007, 0.0024, -0.0295
As, -0.0028, 0.0004, 0.0094
Si, 0.0001, 0.003, 0.0021
Si, 0.0023, -0.003, 0.0009
Si, 0.0052, -0.0045, 0.003
Si, -0.0056, -0.0018, 0.0047
Si, 0.0061, -0.0046, -0.002
Si, -0.0002, 0.0197, 0.0052
Si, -0.003, -0.0009, 0.0003
Si, -0.0017, -0.0001, -0.0024
As, 0.0307, -0.0225, 0.0261
Si, -0.0009, 0.0038, 0.0043
Si, -0.0114, -0.0042, 0.0048
Si, -0.002, 0.0049, 0.0058
Si, -0.0013, 0.003, -0.005
Si, -0.0379, -0.026, -0.0283
Si, 0.0121, 0.0128, 0.0083
Si, -0.0084, -0.0082, -0.0087
Si, 0.0126, 0.0381, -0.0239
Si, 0.0038, 0.0024, -0.0002
Si, 0.0035, -0.0071, -0.0049
Si, 0.0055, -0.001, -0.0083
Si, -0.0065, -0.0134, 0.011
O, 0.0071, 0.0196, -0.0039
O, 0.0058, 0.0111, 0.011
O, -0.0005, -0.0004, -0.0024
O, -0.0002, -0.0006, 0.0016
O, -0.0139, -0.0137, 0.0028
O, -0.0121, 0.0051, 0.0071
O, -0.0001, -0.0001, -0.0005
O, 0.0014, 0.0007, 0.0007
O, -0.0016, -0.0025, 0.0001
O, 0.0018, 0.0012, 0.0013
O, 0.0016, -0.0014, 0.0041
O, 0.0016, -0.0054, 0.0068
O, 0.0007, -0.0101, 0.0074
O, 0.0099, 0.0031, 0.0059
O, 0.0013, 0.0026, -0.0001
O, 0, -0.0011, -0.0005
O, -0.0013, 0.001, -0.0009
O, -0.0003, 0.0007, -0.0006
O, -0.0007, 0.0009, -0.0004
O, -0.0001, 0.0002, 0.0012
O, 0.0007, -0.0004, 0.0003
O, -0.0001, 0.0002, -0.0001
O, 0.0009, -0.0006, 0
O, 0.001, -0.0012, -0.0007
Si, -0.0003, -0.0003, -0.0015
Si, 0.0001, -0.0002, 0.0003
Si, -0.0003, 0.0007, -0.0003
Si, 0.0001, 0.0001, -0.0016
Si, -0.001, 0.0008, 0.0001
Si, 0, 0.0002, 0.0002
Si, -0.0003, 0.0006, 0.0001
Si, -0.0001, 0.0003, -0.0017
Si, -0.0074, 0.0029, 0.0042
Si, 0, 0.0001, -0.0011
Si, -0.0003, -0.0001, -0.0008
Si, -0.0002, 0, -0.0016
Si, 0.0003, -0.0002, 0.0018
Si, 0.0002, 0.0001, -0.0018
Si, 0.0006, 0.0002, -0.0013
Si, -0.0001, 0.0003, -0.0008
Si, 0, 0.0003, 0.0005
Si, 0.0009, -0.0003, -0.0017
Si, -0.0012, 0.005, -0.0014
Si, 0, 0, -0.0007
Si, 0.0002, 0.0001, -0.0004
Si, 0.0001, -0.0004, -0.0002
Si, -0.0002, 0, -0.001
Si, 0.0064, -0.0011, -0.0054
Si, 0.0011, 0.0001, 0.0013
Si, 0.0002, 0.0007, -0.0008
Si, 0.0001, 0.0003, -0.0015
Si, -0.0004, 0.0007, 0.0018
Si, 0.0004, 0.0001, 0.0001
Si, 0, 0.0003, -0.0005
Si, 0.0004, 0.0006, -0.0001
Si, -0.0001, 0.0005, -0.0001
Si, 0.0002, 0.0003, 0.0001
Si, 0.0001, 0.0001, -0.0002
Si, -0.0001, 0.0004, -0.0005
Si, -0.0001, -0.0003, -0.0011
Si, -0.0002, 0.0003, -0.001
O, -0.0001, 0.0008, -0.0002
O, 0.0002, 0.0001, 0.0008
O, -0.0006, -0.0001, 0.0003
O, 0.0002, -0.0001, 0.0003
O, 0.0001, 0.0004, 0.0009
O, -0.0004, 0.0001, 0.0011
O, -0.0002, 0.0002, 0.0015
O, 0, 0.0002, 0.0014
O, -0.0001, 0.0001, 0.0014
O, 0.0001, 0.0002, 0.0008
O, 0.0006, 0.0002, 0.0005
O, -0.0002, 0.0003, 0.0013
O, 0.0006, 0.0007, 0.0014
O, 0, 0.0002, 0.0015
O, -0.0004, -0.0001, 0.0014
O, 0.0001, 0.0002, 0.0011
O, -0.0002, 0.0001, 0.0011
O, 0.0002, 0.0001, 0.0006
O, -0.0003, 0.0003, 0.001
O, -0.0001, 0.0004, 0.0012
O, 0.0001, 0.0006, 0.0006
O, 0, 0.0003, 0.0013
O, 0.0001, 0.0003, 0.0013
O, 0, 0, 0.0009
O, 0.0001, 0, 0.001
O, 0, 0.0003, 0.0005
O, 0.0001, 0.0001, 0.0017
O, 0.0001, 0.0002, 0.0008
O, 0.0003, 0, 0.0006
O, 0.0002, 0.0003, 0.0012
O, -0.0002, -0.0014, 0.0022
O, 0.0003, 0.0003, 0.0015
O, 0.0006, -0.0002, 0.0011
O, 0.0014, 0.0009, -0.0011
O, -0.0001, 0.0001, 0.0008
O, 0.0001, 0, 0.0015
O, 0.0001, -0.0002, 0.0007
O, 0.0001, 0.0003, 0.0009
O, 0.0003, -0.0002, 0.0006
O, 0, 0.0004, 0.0006
O, 0.0014, 0.0001, 0.0019
O, -0.0007, 0, 0.0018
O, -0.0002, 0.0002, 0
O, 0.0001, 0.0003, 0.001
O, 0, 0.0002, 0.001
O, 0, 0.0002, 0.0007
O, -0.0002, 0.0004, 0.0007
O, -0.0002, -0.0001, 0.0006
O, 0.0001, 0.0001, 0.0005
O, 0.0001, 0.0002, 0.0013
O, 0, 0.0003, 0.001
O, 0.0009, 0.0014, 0.0032
O, -0.0002, 0.0002, 0.0011
O, 0.0002, -0.0001, 0.0011
O, -0.0004, 0.0004, -0.0001
O, -0.0002, 0, 0.0007
O, 0, 0.0003, 0.0006
O, 0.0005, -0.0001, 0.0006
O, 0.0002, 0.0001, 0.0009
O, 0, 0.0002, 0.0008
O, 0, 0.0003, 0.0007
O, 0, 0, 0.001
O, -0.0001, -0.0001, 0.0012
O, -0.0001, -0.0009, 0.0011
O, -0.0059, -0.0008, 0.0014
O, -0.0001, 0.0001, 0.0008

The program warned: the cutoff lies below the one the program advises for these potential files; the forces do not sum to zero within the program's tolerance; the exchange-correlation potential is rough where the density is thin.
